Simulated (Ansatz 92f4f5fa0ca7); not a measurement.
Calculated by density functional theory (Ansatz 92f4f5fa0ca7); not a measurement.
Periodic cell of 372 atoms, Si256O116, from a study of silicon, its oxide and their interface. The atomic structure is a simulated model.
This geometry differs little from another in the collection (a relaxation step or a small displacement).

Settings: functional r2SCAN; potential files Ansatz PAW; basis plane waves; wave-function cutoff 800 eV; density cutoff ratio 5; exchange-correlation grid ratio 1; k mesh 1 x 1 x 1, Gamma-centred; self-consistency stop 1e-10 eV per atom in the density residual; occupations fixed; spin none; net charge 0.

Cell vectors (angstrom)
a 16.332 0 0
b 0 16.332 0
c 0 0 24.7488

Atoms: element, x, y, z (angstrom)
Si -0.6924 0.5584 0.0375
Si 1.7264 3.5849 -1.0037
Si -0.2579 5.5296 0.273
Si 2.5892 8.1273 0.3301
Si 0.684 10.5419 -0.0269
Si 2.8107 13.7175 -0.1549
Si 5.5487 0.2459 -0.2795
Si 8.7769 2.2643 0.1582
Si 4.073 5.6179 -0.65
Si 7.7977 8.0204 0.1881
Si 5.4515 10.0289 -0.2143
Si 8.448 13.67 0.103
Si 10.5382 0.6011 0.1991
Si 13.5302 2.7695 0.4903
Si 11.4147 4.9387 0.1083
Si 14.431 7.398 -0.0166
Si 10.402 11.1645 -0.076
Si 13.4625 13.5427 -0.1991
Si 1.1463 1.5565 1.2584
Si 4.7755 4.9065 1.4619
Si 1.2927 6.7037 1.5803
Si 4.1346 9.346 1.5712
Si 1.635 12.2086 1.317
Si 4.1787 15.1566 1.1142
Si 6.9513 1.3536 1.3002
Si 9.6805 4.0109 1.4258
Si 6.6079 6.5372 1.649
Si 9.3706 9.4711 1.2927
Si 6.8331 12.3824 1.2366
Si 9.6569 15.1104 1.4481
Si 12.1709 1.3497 1.6704
Si 14.9408 4.1268 1.7114
Si 12.4718 6.7264 1.2432
Si 15.1698 9.4205 1.1009
Si 12.1524 12.1897 1.2205
Si 14.8771 14.9379 1.2158
Si 0.0103 2.7351 2.909
Si 2.682 0.1207 2.4648
Si 0.0032 8.2158 2.8003
Si 2.8773 5.5053 2.8165
Si 0.0756 13.619 2.516
Si 2.876 10.9035 2.796
Si 5.5613 2.8623 2.5247
Si 8.1719 0.002 2.7989
Si 5.4961 8.1043 2.9735
Si 8.2705 5.3709 2.7761
Si 5.4545 13.7349 2.5913
Si 8.1124 10.9249 2.6711
Si 10.8638 2.7339 2.9827
Si 13.5867 -0.1363 2.7764
Si 10.9547 8.1492 2.5193
Si 13.5721 5.5219 2.934
Si 10.9538 13.6094 2.7153
Si 13.678 10.8183 2.4563
Si 1.4722 4.1013 4.1302
Si 4.0922 1.465 3.8747
Si 1.4197 9.5689 4.1101
Si 4.0798 6.8426 4.298
Si 1.3911 15.0271 3.913
Si 4.1801 12.3432 4.0633
Si 6.8751 4.033 4.1176
Si 9.4841 1.3397 4.2237
Si 6.8489 9.5838 4.1402
Si 9.608 6.83 4.0156
Si 6.8042 14.9614 4.0887
Si 9.5138 12.2688 4.0237
Si 12.2263 4.1273 4.2522
Si 14.9402 1.2981 4.1133
Si 12.2919 9.5235 3.9195
Si 14.9764 6.8897 4.1963
Si 12.2549 14.9047 4.1644
Si 15.0109 12.2429 3.8832
Si 0.0305 -0.0328 5.397
Si 2.7868 2.7005 5.4358
Si 0.0476 5.47 5.4531
Si 2.7138 8.2292 5.5483
Si 0.004 10.952 5.3743
Si 2.7331 13.6731 5.3531
Si 5.4126 0.0591 5.3491
Si 8.1351 2.6901 5.5633
Si 5.4839 5.3981 5.4903
Si 8.2167 8.1597 5.4206
Si 5.4854 10.9459 5.4651
Si 8.1723 13.5948 5.4462
Si 10.8848 -0.044 5.4985
Si 13.6061 2.6896 5.4762
Si 10.8293 5.489 5.5192
Si 13.5598 8.2372 5.4614
Si 10.9041 10.8662 5.3372
Si 13.6721 13.5409 5.3984
Si 1.3752 1.3472 6.7648
Si 4.107 4.0512 6.8406
Si 1.3671 6.822 6.8403
Si 4.1132 9.591 6.8331
Si 1.3811 12.3087 6.7493
Si 4.0818 15.0041 6.7504
Si 6.7537 1.3222 6.8524
Si 9.4855 4.0908 6.8834
Si 6.8358 6.792 6.8129
Si 9.5562 9.5189 6.7779
Si 6.8447 12.2429 6.8421
Si 9.5174 14.9419 6.8381
Si 12.2335 1.3513 6.83
Si 14.9783 4.0746 6.7812
Si 12.1955 6.8545 6.8213
Si 14.9584 9.614 6.7587
Si 12.2562 12.2152 6.7392
Si 14.9913 14.9576 6.7672
Si -0.0066 2.7111 8.1386
Si 2.7136 -0.0071 8.1378
Si -0.0253 8.2155 8.0881
Si 2.7128 5.4242 8.1799
Si 0.0182 13.645 8.1387
Si 2.7451 10.9485 8.1567
Si 5.4234 2.6967 8.2226
Si 8.1465 -0.0422 8.203
Si 5.4371 8.1498 8.1618
Si 8.1213 5.4315 8.2501
Si 5.4546 13.6149 8.1416
Si 8.1852 10.8427 8.1849
Si 10.8643 2.6904 8.1984
Si 13.6173 0.0041 8.1541
Si 10.8438 8.1746 8.214
Si 13.5389 5.4257 8.0969
Si 10.9092 13.5694 8.1459
Si 13.5927 10.9192 8.1619
Si 1.2986 4.0877 9.5181
Si 4.0506 1.3264 9.5254
Si 1.3661 9.5385 9.4476
Si 4.0661 6.7806 9.5472
Si 1.3341 15.0215 9.5238
Si 4.1118 12.2794 9.56
Si 6.7588 4.0484 9.6152
Si 9.5165 1.3178 9.5739
Si 6.7867 9.4735 9.5476
Si 9.4782 6.794 9.5961
Si 6.8175 14.9017 9.557
Si 9.5581 12.208 9.5263
Si 12.1939 4.0823 9.5384
Si 14.9454 1.3961 9.5439
Si 12.2285 9.5451 9.5175
Si 14.8952 6.8421 9.3453
Si 12.2527 14.9714 9.501
Si 14.9672 12.3127 9.4846
Si -0.0302 0.0525 10.9251
Si 2.6419 2.6719 10.8415
Si -0.1739 5.5105 10.7377
Si 2.6387 8.1292 10.8646
Si 0.0106 10.9129 10.7549
Si 2.7141 13.6757 10.8561
Si 5.4405 -0.0447 10.8499
Si 8.1536 2.6723 10.9403
Si 5.3625 5.401 10.9768
Si 8.083 8.1083 10.9675
Si 5.4376 10.8186 10.9349
Si 8.187 13.512 10.9261
Si 10.8807 -0.0808 10.9343
Si 13.5685 2.7734 10.9242
Si 10.803 5.3878 10.9445
Si 13.5939 8.1279 10.77
Si 10.9119 10.8921 10.9173
Si 13.6636 13.7137 10.8791
Si 1.252 1.4688 12.3083
Si 3.9118 4.008 12.2496
Si 1.1338 6.798 12.1509
Si 3.9792 9.4609 12.2625
Si 1.3454 12.2694 12.1272
Si 4.029 15.0608 12.2396
Si 6.8214 1.2299 12.2345
Si 9.4181 4.0393 12.3833
Si 6.7212 6.7299 12.3974
Si 9.4943 9.5014 12.2255
Si 6.8625 12.1216 12.3163
Si 9.5607 14.8247 12.3387
Si 12.2357 1.3465 12.2499
Si 14.8714 4.2663 12.2696
Si 12.2837 6.7431 12.1465
Si 14.9786 9.522 12.0357
Si 12.3331 12.3285 12.1848
Si 14.98 15.0675 12.356
Si 0.1674 3.1991 13.5867
Si 2.6381 0.1146 13.6532
Si -0.1568 8.2342 13.5621
Si 2.0625 5.0677 13.4027
Si 0.0575 13.6066 13.5774
Si 2.5764 10.8523 13.5482
Si 5.3205 2.4988 13.4759
Si 8.1072 -0.1759 13.66
Si 5.1127 7.9267 13.6516
Si 7.8513 5.1686 13.8265
Si 5.3255 13.506 13.4418
Si 8.3469 10.8469 13.7582
Si 10.8182 2.6261 13.6507
Si 13.7715 0.289 13.7351
Si 12.4444 9.6366 14.5836
Si 13.4803 5.547 13.8087
Si 11.1089 13.5865 13.7256
Si 13.8135 11.0034 13.3832
Si 4.211 4.4758 15.8495
Si 3.8344 1.6077 15.0453
Si 0.7922 9.9838 14.8062
Si 3.5381 6.3829 14.7106
Si 1.6693 14.7154 14.8581
Si 3.7851 12.3874 14.804
Si 6.3116 3.8665 15.0295
Si 9.6966 0.9619 14.9668
Si 7.2987 9.3976 15.2972
Si 9.3873 7.0003 15.6634
Si 6.7249 14.6184 14.8639
Si 10.225 11.784 15.0392
Si 12.4968 3.6466 14.9354
Si 14.5808 2.3357 14.9607
Si 11.0701 8.2432 13.3754
Si 14.5239 7.369 15.0298
Si 12.2226 15.3343 14.9735
Si 15.5185 11.7927 14.7479
Si 13.9394 15.8639 20.3323
Si -17.0333 12.4577 17.7397
Si -18.6117 -4.7178 22.0836
Si 1.351 10.167 17.8579
Si -8.7606 25.7272 20.6855
Si 18.5618 -15.0278 21.5523
Si 0.7924 15.1893 17.7907
Si 3.5856 30.693 18.9956
Si 27.6977 -8.1251 20.7801
Si 16.5761 -8.3636 19.9321
Si 9.5576 13.7086 21.1943
Si -0.3488 6.1414 17.6142
Si 5.1603 21.5493 21.5189
Si 11.8244 -0.8238 22.598
Si -24.7568 6.2102 20.4809
Si 8.1174 17.9744 22.0787
Si -22.4944 6.2335 18.5995
Si 9.5666 -1.0124 18.5706
Si -8.6278 1.9428 17.1571
Si -9.3419 10.909 18.1057
Si 8.4091 -3.12 16.861
Si 16.2674 17.5233 19.5436
Si -22.5775 -5.693 21.7264
Si -11.2429 18.3832 21.9961
Si 14.1519 -7.7791 21.8353
Si 0.4577 -3.9601 22.049
Si -13.0415 29.0691 21.5208
Si 0.8883 31.633 22.9639
Si -1.5873 3.2238 17.9334
Si 2.8135 22.7301 17.4345
Si 20.9138 26.2697 21.6094
Si 13.5729 29.3678 19.7554
Si 20.4433 -21.1676 17.708
Si -6.606 6.5242 22.8093
Si 3.1251 -8.9795 20.3338
Si -8.5837 15.0395 23.0378
Si 37.995 16.2389 17.1955
Si 11.7451 3.5636 18.0982
Si 9.372 -14.3909 19.3722
Si 12.4758 15.069 17.9657
O 2.7731 -2.75 -9.4293
O 10.9367 16.2896 -9.4397
O -9.7557 0.8615 -7.1567
O 3.7594 5.0565 -7.4093
O -11.3713 17.8442 -1.1919
O -6.7193 -2.1809 -5.0884
O 3.2511 7.2909 -6.0405
O 4.6653 15.4727 -6.279
O -6.443 -4.1852 -3.5216
O -7.1812 2.1936 -3.7943
O -2.2582 12.4487 -1.2739
O 10.8002 7.4007 -5.2344
O 4.239 0.8183 -8.3255
O 18.2513 2.7467 0.3801
O 6.4662 5.4998 -4.14
O 1.0552 -6.7647 -8.3646
O 8.2991 8.174 -9.1217
O 15.2071 16.833 -4.1758
O 0.2899 13.9639 -2.4448
O -8.7911 12.4256 -6.7816
O 22.9188 1.6454 -3.2406
O -15.71 11.5934 -6.7421
O 5.3307 5.7241 -1.6935
O 11.3534 10.6178 -9.3532
O 11.1512 0.386 -1.3227
O 11.0051 -0.6593 -6.7626
O 11.8307 3.6341 -8.2808
O 1.6752 9.2786 -0.4286
O 0.1139 16.5532 -6.4707
O 3.0199 23.5745 -8.6949
O 20.5237 11.4469 -3.5808
O 3.299 19.4228 -9.1654
O 10.9871 9.7812 -4.0608
O 8.7104 7.2283 -0.9021
O 15.4708 11.8309 -3.4323
O 3.3145 13.1645 23.108
O 7.1551 -6.1459 16.6889
O -5.5199 2.4091 18.7832
O -8.035 2.6245 23.3583
O -1.5406 2.2817 16.6023
O -6.8933 12.4479 24.3026
O 3.8992 6.0427 20.9026
O 1.3707 17.7943 20.2083
O -3.362 12.1701 20.9969
O -2.9256 24.8773 15.4192
O 0.8015 9.1593 18.9856
O -7.6412 22.1371 19.1253
O -2.1669 -8.7507 23.1207
O 1.7833 12.2376 21.1487
O 7.1529 3.0474 16.158
O -7.6691 14.7238 17.3732
O 3.7326 -2.3351 20.5835
O 24.1313 10.134 19.2627
O -6.5884 12.3559 16.5092
O -0.764 8.5253 21.0619
O -0.6178 35.2751 19.0504
O -3.0692 19.6353 18.5811
O 8.4501 32.7945 22.599
O 10.0245 6.8122 17.1139
O -7.7102 9.9418 21.7839
O -2.9081 -16.5699 18.7986
O 19.2613 -5.8839 18.0302
O 2.0925 14.9053 18.7051
O 15.7509 6.9057 19.0247
O 24.394 -2.2908 21.7768
O 12.7512 -0.2168 21.4133
O 15.0226 12.1425 16.2792
O 17.5854 22.2888 17.4723
O 10.6722 14.5381 22.0207
O -3.8885 -2.6737 18.7747
O 5.8712 -17.5197 16.1456
O 1.5305 7.2825 20.6592
O -0.3011 14.0093 17.9027
O 6.1006 9.6937 21.2018
O 6.0199 11.542 24.7974
O 3.6964 -7.5814 20.9403
O -9.627 9.0192 24.2348
O 1.6062 14.8146 24.3285
O 10.6809 7.6361 22.1324
O 1.7224 2.4803 22.5583
O 16.0283 16.3217 23.3058
O 14.4955 12.1065 18.8204
O 3.428 23.4608 24.0694
O 14.5174 1.7164 24.4185
O 8.6914 5.6398 15.1686
O 6.2089 15.4824 23.407
O 4.9267 19.9566 21.6584
O -3.8106 3.7898 24.398
O -3.359 -8.2624 20.8431
O -5.7694 7.3056 14.6297
O 0.5399 11.4298 23.3595
O 4.403 11.6279 16.1153
O -7.2877 16.6882 19.2135
O 3.8197 1.3829 21.2331
O 12.8964 14.8843 16.4124
O 3.7673 12.9791 18.2049
O 2.9799 4.569 23.5136
O 21.7524 10.9393 18.4653
O 10.6868 21.7681 23.4924
O 4.4897 9.9557 23.2277
O 9.0021 1.2902 16.4159
O 8.2262 2.6806 18.4988
O 15.3126 -9.3452 16.4087
O 1.148 -0.9362 16.2368
O 0.4019 4.5471 23.8255
O -3.6349 14.6564 23.6517
O -10.4806 -7.5549 14.8702
O 14.3641 -2.033 20.4201
O 13.8482 10.0503 22.3848
O -1.0749 -11.6249 17.572
O 18.3001 16.1295 22.1026
O 10.807 10.5981 23.1869
O 8.8389 5.7481 21.7141
O 7.7432 7.811 20.4971
O 7.6494 13.3884 15.4429
O -5.1566 4.9778 18.6238

Results
free energy: -229901.777 eV
free energy less fixed offsets of O -570.45, Si -639.56 eV per atom: -2.217 eV

Forces (eV/angstrom), in the order of the atoms: element, x, y, z
Si 0.0015 0.0009 -0.0042
Si 0.0004 -0.0016 -0.0027
Si -0.0001 0.0002 -0.0015
Si 0.0016 -0.0001 -0.0023
Si 0.0003 0.0001 -0.0029
Si -0.0015 -0.0004 -0.0034
Si -0.0001 -0.0005 -0.0025
Si -0.0004 -0.0008 -0.0027
Si 0 0.0027 -0.0017
Si -0.0012 0.0011 -0.0004
Si -0.0003 0.0003 -0.0049
Si 0.0001 -0.0003 0.0009
Si 0.0005 -0.0015 -0.0023
Si -0.001 0.0006 -0.003
Si 0.0003 -0.0014 -0.0021
Si 0.0005 0 -0.0002
Si -0.0003 0.0013 -0.0032
Si 0.0004 0.0011 -0.0028
Si 0.0016 0.0025 -0.0017
Si -0.0006 -0.0012 0.0003
Si -0.0002 -0.0014 0.0008
Si 0 -0.001 0.0002
Si 0.0007 0.0006 0.0009
Si 0.0006 0.0004 0.0007
Si -0.0003 0 0.0009
Si -0.0003 -0.0003 0.0013
Si -0.0005 0.0011 -0.0003
Si 0.0013 0.0019 -0.0005
Si 0.0004 -0.0023 -0.0016
Si -0.0016 0.0001 0.0007
Si -0.0007 -0.0003 0.0006
Si -0.0003 -0.0011 0.0004
Si -0.0004 0.0007 0.0001
Si -0.0007 0.0008 0.0003
Si 0 0.0003 0.0009
Si 0 -0.0006 0.0009
Si -0.0001 0 -0.0007
Si 0.0006 -0.0005 0.001
Si 0.0004 -0.0005 -0.0004
Si 0 0.0001 -0.0008
Si 0 0.0003 0.0005
Si -0.0001 0.0004 0.0007
Si 0.0014 -0.0011 0.0015
Si 0.0009 0.0002 0.0003
Si 0.002 0.0002 -0.0004
Si -0.0001 0.0001 -0.0007
Si -0.0012 -0.0008 -0.0001
Si 0.001 -0.0007 -0.0005
Si 0.0014 0.0005 0.0005
Si 0.0007 -0.0001 -0.0002
Si 0 0.0003 -0.0003
Si 0.0002 -0.0005 -0.0001
Si 0.0005 0.0003 -0.0002
Si 0 -0.0007 -0.0004
Si -0.0001 0.0006 -0.0006
Si 0.0002 0 0.0006
Si -0.0006 0.001 0.0005
Si -0.0019 -0.0003 -0.0003
Si 0.0005 -0.0012 0.0003
Si 0.0003 0.0011 0.0006
Si -0.0002 -0.0011 0.0004
Si -0.0009 0.0001 -0.0005
Si 0.0015 -0.0001 0
Si -0.0005 0 0.0003
Si -0.0003 0.0005 0.0003
Si -0.0008 -0.0002 0.0003
Si -0.0007 -0.0006 -0.0003
Si -0.0005 0.0013 0
Si 0.0003 0.0005 0.0005
Si 0.0001 0.0003 0.0002
Si 0 0.0001 0.0007
Si 0.0003 0.0003 -0.0002
Si 0.0008 -0.0004 0.0003
Si 0.0002 -0.0003 0.0002
Si -0.001 -0.0008 0
Si -0.0011 -0.0002 -0.0001
Si 0.0004 0.0002 0.0005
Si 0.0004 -0.0003 0
Si -0.0003 -0.0011 0.0001
Si 0.0003 0.0011 0.0005
Si 0.0008 -0.0001 0.0001
Si 0.0001 0.0002 0.0004
Si -0.0013 -0.0015 -0.0003
Si 0.0003 0.0002 -0.0002
Si 0.0002 -0.0006 -0.0002
Si -0.0006 0.0005 0.0002
Si 0.0011 -0.0006 0.0003
Si 0.0008 0.0004 -0.0001
Si 0.0003 0.0003 0.0007
Si -0.0005 -0.001 0.0004
Si -0.0005 0.0002 -0.0003
Si 0.0005 0.0005 0.0006
Si 0.0008 0 0.0004
Si 0.001 -0.0004 0.0003
Si 0.0004 0.0003 0.0001
Si 0 -0.0003 0.0006
Si -0.0015 -0.0011 0.0002
Si 0.0008 -0.0002 0.0001
Si 0.0006 0.0006 0.0001
Si 0.0004 -0.0001 0.0002
Si 0.0007 -0.0001 -0.0001
Si -0.0003 0.0002 -0.0002
Si -0.0003 0.001 0
Si -0.0006 -0.0008 0.0004
Si 0.0007 0.0006 0
Si -0.0002 0.0003 -0.0004
Si 0.0004 -0.0001 0.0009
Si -0.0002 0.0003 -0.0002
Si -0.001 0.0018 0.0002
Si 0.0011 -0.0005 0.0001
Si -0.0002 0.0008 -0.0002
Si -0.0012 0.0003 0.0005
Si 0.0003 -0.0001 0
Si -0.0009 0.0001 -0.0007
Si 0.0005 0.0003 0.0003
Si 0.001 0.0008 0
Si -0.0001 -0.0007 0.0002
Si 0.0006 -0.0001 -0.0006
Si -0.0009 0.0014 0.001
Si 0.0005 0.0003 0.0005
Si -0.0006 0 0.0002
Si 0.0009 -0.0001 0.0007
Si 0.0001 -0.0001 0
Si 0.0012 -0.001 0.0003
Si -0.0004 0.0004 -0.0004
Si -0.0003 -0.0004 0.0012
Si 0.0011 -0.0029 0
Si -0.0014 0.0008 -0.0001
Si 0.0011 0.0003 0.0001
Si 0.0003 -0.0002 -0.0001
Si 0 0.0002 0.001
Si 0.0004 -0.0005 0.0011
Si 0.0008 0.0011 0.0003
Si 0.0004 -0.0021 -0.0001
Si -0.001 -0.0001 -0.0001
Si 0 0.0004 -0.0004
Si 0.0014 0.0001 0.001
Si 0 0.0009 -0.0002
Si 0.0006 0 0.0001
Si 0.0002 -0.0003 -0.0007
Si -0.0009 -0.0002 0
Si 0.0028 0.0005 0.0004
Si -0.0003 -0.0002 0.0001
Si 0.0004 -0.0002 0.0003
Si 0.0024 -0.0003 0.0018
Si -0.0007 0.0046 -0.001
Si 0.0013 -0.002 0.0042
Si -0.0017 0.0016 -0.001
Si 0.0001 -0.0009 0.0006
Si -0.0004 -0.0006 -0.0002
Si -0.0031 0.0011 0.0008
Si 0.0002 -0.0008 0.0001
Si -0.0014 -0.0004 -0.0009
Si 0.0014 -0.0006 0.0008
Si 0.0014 -0.0003 0.0014
Si 0.0003 0.0001 0.0013
Si -0.0005 0.0014 0.0007
Si 0.0013 0.0008 0.0005
Si -0.0007 -0.0005 0.0004
Si 0.0003 0.0005 0.0002
Si 0.0001 -0.0001 -0.0006
Si -0.0014 -0.0002 0.0007
Si -0.0038 -0.0017 -0.0018
Si 0.0004 -0.0019 0.0015
Si 0.0043 0.0037 -0.0014
Si -0.0031 -0.0005 -0.0009
Si -0.0001 -0.0007 0.0001
Si -0.0011 -0.0005 0.0009
Si 0.0051 -0.0019 0.001
Si 0.0005 0.0009 0.0017
Si -0.0001 0 -0.0003
Si 0.0004 0.0009 0.001
Si 0.0012 0.0004 -0.0008
Si 0.0001 -0.0009 0.0001
Si -0.0007 -0.0005 0.0003
Si -0.001 -0.0035 -0.0003
Si 0.0007 -0.0001 -0.0004
Si 0.0004 0.0003 0.001
Si 0 0.001 0.0005
Si -0.0002 0.0004 0.0003
Si 0.0001 0.0018 0.0042
Si 0.0029 0.0002 -0.003
Si -0.001 0 -0.0008
Si -0.0045 -0.0051 0.0029
Si 0.001 0.0009 -0.0003
Si 0.0007 -0.0004 0.0003
Si -0.0045 0.0063 0.0036
Si -0.0001 0.0012 -0.0002
Si 0.0067 0.0034 0.0038
Si 0.0049 0.0011 0.0018
Si 0.0005 0.0009 0.0004
Si 0 0.0004 0.0007
Si 0.0011 0.0012 -0.0008
Si -0.0027 0.0013 0.0008
Si 0.0007 0.0003 0.0053
Si 0.0008 0.001 -0.0008
Si -0.0011 -0.0014 0.0009
Si 0 -0.0004 -0.0016
Si 0.0011 -0.0177 0.0061
Si 0.0023 0.0011 0.0104
Si -0.0007 0.0004 0.0004
Si 0.0056 0.0126 -0.0036
Si 0.0004 -0.0019 0.0056
Si 0.0002 -0.0004 0.0026
Si 0.031 -0.0104 0.0636
Si -0.0035 0.0012 0.0102
Si 0.0024 0.0019 0.004
Si -0.0048 0.0009 0.0013
Si 0.0016 -0.0005 0.0053
Si -0.0002 0.0002 0.0018
Si -0.0032 -0.0006 0.0037
Si 0.0018 -0.0039 0.0016
Si -0.001 -0.0031 0.0027
Si 0.0008 0.0001 0.0034
Si -0.0024 -0.0006 0.001
Si 0.0004 -0.0014 0.0035
Si 0.0009 -0.0007 -0.0013
Si -0.0006 -0.0009 0.0029
Si 0.0008 0.0002 -0.0032
Si 0.0005 0.002 0.0034
Si -0.0014 0.0003 -0.0003
Si 0.0003 0.0001 -0.0013
Si -0.0003 -0.0002 0.0033
Si 0.0026 -0.0001 0.0006
Si -0.0016 0 -0.0012
Si 0.0003 -0.0008 0.0004
Si -0.0009 0.0013 -0.0032
Si -0.0019 -0.0013 0.0028
Si 0.0007 0.0001 -0.0022
Si -0.0003 -0.002 -0.0035
Si -0.0009 0.0012 -0.001
Si 0.0013 0 -0.0006
Si -0.0001 -0.0019 0.003
Si 0.0003 0.0005 -0.0011
Si -0.0094 0.0154 -0.008
Si 0.0005 0 0.0031
Si -0.0003 0.0016 0.0046
Si -0.0004 0.0008 0.0011
Si -0.0006 -0.0001 -0.0026
Si -0.0003 -0.0002 -0.001
Si 0.0004 0.001 -0.0024
Si -0.0008 0.0008 -0.0009
Si 0.0011 -0.0005 -0.002
Si 0.0009 -0.0001 -0.0024
Si -0.001 0.0007 0.0022
Si -0.0072 0.0005 0.014
Si 0.0002 -0.0001 0.0014
Si -0.0005 -0.0014 -0.0015
Si 0.0005 0.0026 0.0047
Si -0.0008 0.0004 -0.0022
Si -0.0008 0.001 0.0035
Si 0.0013 -0.0004 -0.0023
Si 0.0039 -0.0001 0.0064
Si -0.0001 0.001 0.0076
Si -0.0032 -0.0006 -0.003
Si -0.0009 -0.0007 0.0036
O 0.0002 0.0008 -0.0021
O -0.0003 0.0003 -0.0059
O -0.0026 -0.0002 -0.001
O 0.0036 -0.0021 -0.0104
O 0.0008 -0.0004 0.0017
O 0.0028 -0.0016 0.0064
O 0.0013 -0.001 -0.0033
O -0.0007 -0.0003 -0.0025
O 0.0004 0.0006 0.0006
O -0.0021 -0.0034 -0.0014
O -0.001 0.0005 0.0032
O -0.0001 0.0004 0.0002
O 0 0.0049 -0.0049
O -0.0018 -0.0003 0.0022
O 0.0006 -0.0009 0.0014
O -0.0002 -0.0007 -0.0015
O 0.0033 -0.0045 0.001
O -0.0007 -0.0006 -0.0005
O 0.0001 0.001 0.0014
O 0.0003 -0.0006 -0.0019
O 0 0.0002 0.0003
O 0 -0.0001 -0.0019
O -0.001 -0.0005 0.0027
O 0.0014 -0.001 -0.0013
O 0 -0.0003 0.0013
O -0.0039 -0.004 0.0004
O 0.0034 -0.0003 -0.0028
O 0 -0.0002 0.0006
O 0.0001 -0.0015 -0.0002
O 0.0079 -0.0012 -0.0122
O -0.0002 0.0004 0.0022
O 0.0014 -0.0005 -0.0023
O -0.0004 0.0002 0.0025
O -0.0002 0.0009 0.0012
O -0.0007 -0.0005 0.0019
O -0.0006 0.0012 0.0024
O 0.0014 -0.0017 -0.0029
O -0.0009 0.0012 0.0007
O -0.0006 0.0003 0.0017
O -0.0009 -0.0007 -0.003
O 0.0006 -0.0016 0.0012
O 0.0011 -0.0007 -0.0002
O -0.0002 -0.0005 0.0006
O 0.0007 -0.0003 0.0002
O 0.0002 -0.0008 -0.0013
O 0.0009 0.0013 -0.001
O 0.0012 0.0009 0.0024
O 0.0012 -0.0014 0.0036
O -0.0001 0.0004 0.0005
O -0.0142 -0.006 -0.049
O 0.0017 -0.003 0.0017
O -0.0011 -0.0007 0.0001
O -0.0009 -0.0001 -0.0016
O 0.0008 0 -0.0019
O -0.0004 0.0003 0.001
O 0.0004 -0.001 -0.0012
O 0.0011 0.0018 -0.0008
O -0.001 -0.0006 0.0012
O -0.0011 0.0013 -0.003
O 0.0011 -0.0016 0.0007
O -0.0012 -0.001 -0.0004
O -0.0016 -0.0008 -0.0006
O -0.002 -0.0008 -0.0012
O 0.0001 0.0005 -0.0006
O 0.0015 0.0003 -0.0003
O -0.0026 -0.0017 0.0014
O 0.0028 0.0019 -0.0003
O 0.0025 0 0.0002
O 0.001 -0.0001 0.0048
O 0.0024 -0.0014 -0.0002
O 0.0006 -0.0012 -0.0029
O 0.0003 0.0009 -0.0005
O 0.0011 -0.0019 -0.0013
O 0.0008 0.0005 0
O -0.0018 0.0001 0.0037
O 0.0007 -0.0001 0.0002
O 0.001 -0.0002 0.003
O 0.0016 -0.0024 0.0019
O 0.0001 -0.0009 0.001
O -0.0002 0.0006 0.0023
O -0.0017 0.0004 0.0041
O 0.0025 0.0028 -0.0006
O -0.0006 0.0001 0.0015
O -0.0011 0.0022 0.0035
O -0.0005 -0.0022 -0.0054
O 0.001 0.0003 0.0023
O -0.0011 0.0005 0.0012
O 0.0013 -0.0012 0.0024
O -0.0007 0.0007 0.0022
O 0.0004 0.0036 -0.0033
O 0.001 -0.0011 0.0039
O -0.001 0 -0.0034
O 0.0059 0.0041 0.0045
O 0.0002 0.0001 0.0002
O 0.0013 0 -0.0026
O -0.0002 -0.0027 -0.0001
O 0.0005 0.0013 0.002
O 0.0006 0 -0.0015
O 0.001 -0.0012 0.003
O 0.0015 0.0012 0.005
O 0.0034 -0.0027 0.0005
O 0.0005 -0.0059 -0.0072
O -0.0003 0.0008 -0.0026
O 0.0014 -0.0002 -0.003
O -0.0014 0.0004 0.0028
O -0.0004 0.0016 0.0025
O -0.0043 0.0008 -0.0026
O -0.0012 0 0.0004
O -0.0003 -0.0005 0.0011
O -0.0014 -0.0014 0.0009
O -0.0009 -0.0006 0.0033
O 0.001 -0.0002 0.004
O 0.0004 0.0009 0.0005
O -0.0016 0.0003 0.0006
O -0.0027 0.0016 -0.0036
O -0.0006 0.0009 -0.0011

The program warned: the cutoff lies below the one the program advises for these potential files; the forces do not sum to zero within the program's tolerance; empty levels may hold ghost states of the PAW files; the exchange-correlation potential is rough where the density is thin.
